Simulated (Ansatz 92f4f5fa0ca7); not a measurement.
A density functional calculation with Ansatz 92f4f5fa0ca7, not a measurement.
Periodic cell of 220 atoms, Si132O88, from a study of silicon, its oxide and their interface. The atomic structure is a simulated model.
Doubt: the cutoff is far below the 930 eV that the study's wrapper takes by default for these files, so forces and energies are approximate.
This geometry differs little from another in the collection (a relaxation step or a small displacement).

Settings
functional: PBE
potential files: Ansatz PAW
basis: plane waves
wave-function cutoff: 580 eV
density cutoff ratio: 5
exchange-correlation grid ratio: 1
k mesh: 1 x 1 x 1, Gamma-centred
self-consistency stop: 5e-08 eV per atom in the density residual
occupations: fixed
spin: none
net charge: 0

Cell vectors (angstrom)
a	10.938	0	0
b	0	10.938	0
c	0	0	32.331

Atoms and the computed forces on them: element, x, y, z (angstrom), force x, y, z (eV/angstrom)
Si	0.2637	-0.2425	24.9674	0.0027	-0.0029	-0.0019
Si	5.7806	-0.2663	24.961	-0.0006	-0.0054	0.0056
Si	2.4746	2.8947	24.7662	-0.0052	0.0027	-0.0076
Si	7.9349	2.9408	24.8474	-0.0036	0.0021	0.0031
Si	0.1845	5.1456	24.748	0.0024	-0.0014	0.0021
Si	5.6892	5.2156	24.7977	0.0038	-0.0028	-0.005
Si	2.4824	8.4355	24.9582	-0.0024	0.0014	0.0014
Si	7.9468	8.3538	24.8289	-0.0029	0.0033	-0.0046
Si	1.392	1.3695	26.2276	-0.0012	-0.0025	0.0015
Si	6.8731	1.3517	26.2448	-0.0005	-0.0016	-0.0016
Si	4.0811	4.0609	26.094	0.0004	-0.0009	0.0016
Si	9.5648	4.0624	26.1526	0	0.0002	-0.0017
Si	1.3122	6.7733	26.1318	-0.0011	0.0006	-0.0019
Si	6.8102	6.7949	26.1749	0.0004	-0.0014	0.0015
Si	4.1132	9.5634	26.221	0.0018	0.0006	-0.0027
Si	9.5586	9.5083	26.158	0.002	-0.0013	0.0014
Si	2.77	0.0148	27.5752	0.0014	-0.0007	-0.0018
Si	8.2555	-0.0163	27.5623	-0.0008	0.0012	-0.0018
Si	-0.0159	2.7191	27.5562	0.0005	0.001	-0.001
Si	5.4432	2.7221	27.5368	0.0019	-0.0005	-0.001
Si	2.7484	5.4611	27.507	-0.0015	0.0021	-0.0001
Si	8.2283	5.4686	27.5351	0.0009	-0.0002	-0.0018
Si	-0.013	8.157	27.5387	0	-0.0007	-0.0028
Si	5.464	8.1707	27.5605	-0.0019	0.0021	-0.0017
Si	4.1018	1.3673	28.9127	0.1148	0.1312	0.364
Si	9.5708	1.3673	28.9127	0.151	-0.0885	0.309
Si	1.3673	4.1018	28.9127	0.0386	0.0282	-0.1838
Si	6.8362	4.1018	28.9127	-0.0452	-0.0058	-0.2261
Si	4.1018	6.8362	28.9127	-0.1245	-0.175	0.0632
Si	9.5708	6.8362	28.9127	-0.0544	-0.0759	0.1977
Si	1.3673	9.5708	28.9127	-0.028	-0.1032	-0.199
Si	6.8362	9.5708	28.9127	0.0552	-0.0637	-0.0717
Si	0	0	30.28	-0.0335	0.0427	0.0064
Si	5.469	0	30.28	-0.0061	0.0613	-0.0169
Si	2.7345	2.7345	30.28	0.0018	-0.0208	-0.0079
Si	8.2035	2.7345	30.28	-0.0389	-0.0569	-0.0253
Si	0	5.469	30.28	-0.0117	0.0326	-0.0197
Si	5.469	5.469	30.28	-0.0247	-0.001	-0.0109
Si	2.7345	8.2035	30.28	-0.0359	-0.028	-0.0224
Si	8.2035	8.2035	30.28	-0.0009	-0.0217	-0.0019
Si	1.3673	1.3673	31.6472	0.0308	-0.0016	-0.0208
Si	6.8362	1.3673	31.6472	0.0124	-0.0175	-0.0017
Si	4.1018	4.1018	31.6472	0.007	-0.0323	-0.0226
Si	9.5708	4.1018	31.6472	0.0317	-0.0081	-0.0275
Si	1.3673	6.8362	31.6472	-0.0109	-0.0012	-0.0095
Si	6.8362	6.8362	31.6472	-0.0233	0.0277	-0.019
Si	4.1018	9.5708	31.6472	0.0261	-0.0127	-0.0163
Si	9.5708	9.5708	31.6472	0.0189	-0.0107	-0.0264
Si	2.7345	0	0.6835	-0.0268	0.0393	0.0433
Si	8.2035	0	0.6835	0.0246	-0.0034	0.0347
Si	0	2.7345	0.6835	-0.0154	-0.0512	0.0015
Si	5.469	2.7345	0.6835	-0.0576	0.0377	-0.0055
Si	2.7345	5.469	0.6835	-0.0216	0.0491	0.0359
Si	8.2035	5.469	0.6835	0.0204	-0.0182	0.0392
Si	0	8.2035	0.6835	-0.0444	0.0453	-0.0072
Si	5.469	8.2035	0.6835	0.0193	-0.0332	0.003
Si	4.1018	1.3673	2.0507	0.1263	0.0604	0.0154
Si	9.5708	1.3673	2.0507	0.052	0.0869	-0.0038
Si	1.3673	4.1018	2.0507	-0.0137	-0.0344	0.0101
Si	6.8362	4.1018	2.0507	-0.0744	-0.1356	0.0189
Si	4.1018	6.8362	2.0507	0.0885	0.0939	0.004
Si	9.5708	6.8362	2.0507	0.1052	0.0471	0.0173
Si	1.3673	9.5708	2.0507	-0.0367	-0.1178	0.016
Si	6.8362	9.5708	2.0507	-0.086	-0.0151	-0.0096
Si	0	0	3.418	-0.1843	-0.0114	0.121
Si	5.469	0	3.418	0.1813	-0.009	-0.2565
Si	2.7345	2.7345	3.418	0.0768	0.2247	-0.0104
Si	8.2035	2.7345	3.418	-0.1451	-0.2996	-0.2038
Si	0	5.469	3.418	-0.0024	0.1737	0.0492
Si	5.469	5.469	3.418	-0.0234	0.1647	0.0594
Si	2.7345	8.2035	3.418	0.041	0.2115	-0.1665
Si	8.2035	8.2035	3.418	-0.0551	-0.0512	0.2443
Si	1.3557	1.397	4.7618	0.0013	0.0021	0.0019
Si	6.8905	1.2861	4.7911	-0.0028	0.0007	0.0007
Si	4.101	4.1337	4.7992	0.0021	0.0003	0.0019
Si	9.4818	4.1552	4.7437	0.0023	0.001	0.0007
Si	1.416	6.838	4.7842	-0.0018	-0.0004	0.0001
Si	6.8102	6.8495	4.8228	0.0006	-0.0036	0.0022
Si	4.0651	9.6454	4.7628	0.0016	-0.0022	-0.0004
Si	9.5457	9.5791	4.82	0.0001	0.0006	0.0019
Si	2.776	0.1522	6.17	-0.002	-0.0009	-0.0023
Si	8.1692	-0.1037	6.3269	0.0017	-0.0006	-0.0012
Si	-0.0565	2.7846	6.0102	-0.001	-0.0012	0.0006
Si	5.5345	2.7424	6.0352	0.0017	-0.0008	-0.0023
Si	2.7965	5.5187	6.2414	0.0008	-0.0004	-0.0005
Si	8.1367	5.4655	6.2336	0	0.0024	-0.0014
Si	0.0619	8.2604	6.1076	0	-0.0003	-0.0014
Si	5.4006	8.2564	6.1184	-0.0008	0.0031	-0.0023
Si	4.3821	1.3604	7.508	0.004	0.0009	0.0022
Si	9.4262	1.5794	7.4056	0.0001	0.0004	-0.004
Si	1.0716	4.3687	7.3203	-0.0027	0	-0.0008
Si	7.0481	3.7298	7.5223	-0.0014	-0.0021	-0.0027
Si	3.8776	7.2131	7.5747	-0.0016	0.0004	0.0012
Si	9.8364	6.6496	7.3385	0.0008	-0.0018	0.0036
Si	1.65	9.478	7.4098	0.0005	-0.0022	0.0024
Si	6.3713	9.7624	7.6394	0	-0.0002	0.0014
O	6.8531	9.5305	24.4013	0.0015	0.0003	0.0007
O	3.0708	2.1189	23.4197	0.0001	0.0003	0.0011
O	6.8352	4.0905	24.352	-0.0009	0.0026	0
O	1.3833	9.5774	24.4587	-0.0001	0.0015	0.0005
O	-0.001	5.5178	7.8578	-0.0009	0.0025	-0.0005
O	5.4067	0.1277	7.8655	-0.0029	0.0016	-0.0007
O	8.302	2.7052	7.8466	-0.0004	0.0002	0.001
O	2.6703	8.2845	7.9039	-0.0006	0.0008	-0.0013
O	8.4878	2.6475	10.6505	0.0004	0	0
O	1.6708	3.5487	8.6024	0.0001	-0.0006	0.0001
O	6.3019	9.0779	9.1647	-0.0015	-0.002	0.0013
O	4.8452	3.6952	11.2329	0.0001	-0.0006	-0.0003
O	1.2707	10.2746	8.7893	0.0001	0.0003	-0.0001
O	9.1714	7.445	8.6221	-0.0007	-0.0023	0.0018
O	4.5691	6.99	9.0784	0.0012	-0.0001	0.0015
O	4.1791	2.1792	8.9624	-0.0006	-0.0001	0.0013
O	5.2341	0.5722	23.6768	0.0003	0.0005	-0.0024
O	12.2894	4.0389	24.289	0.0031	-0.0015	0.0007
O	3.8236	0.1869	21.5748	-0.0008	-0.0003	-0.0011
O	5.0688	5.884	23.4084	-0.0004	0.0001	-0.0006
O	3.1764	7.7549	23.6438	0.0009	-0.0006	-0.0011
O	10.6057	0.5308	23.6516	-0.0004	0.0005	-0.0011
O	8.4672	7.6065	23.4508	0.0001	-0.0004	0
O	8.5412	2.2405	23.4775	0.0011	-0.0011	-0.0025
Si	5.3543	2.8414	9.9258	0.0004	0.0001	0.0003
Si	5.5603	13.8321	20.3479	0	-0.0007	0.0007
Si	11.175	5.5943	15.7546	0	-0.0003	-0.0004
Si	9.6913	1.4353	22.6654	0.0006	0	-0.0005
Si	9.5305	10.9963	20.0386	0.0003	-0.0004	0.0002
Si	5.5984	0.7435	16.1804	-0.0001	-0.0004	-0.0004
Si	2.528	21.5927	20.7073	-0.0006	0.0001	0.0005
Si	2.3703	-1.0089	17.6447	0.0003	-0.0006	0
Si	-4.3468	21.9043	19.0742	-0.0003	-0.0005	-0.0005
Si	2.8117	6.7085	19.9596	0.0004	-0.0003	0.0004
Si	7.4504	5.622	20.1427	0.0003	0	0.0004
Si	4.2972	1.3584	22.6272	0.0005	0.0002	0.0001
Si	9.1165	20.6314	14.598	-0.0017	0.0005	0.0003
Si	7.907	12.5976	14.5023	0.0007	-0.0005	0.0008
Si	9.3647	9.7871	11.4988	0	-0.0006	0.0004
Si	0.4968	8.5534	20.7663	-0.0004	-0.0008	0.0012
Si	5.421	8.1357	20.2364	-0.0002	-0.0006	0.0004
Si	12.3041	14.1513	10.1616	0.0001	0	0.0001
Si	7.5991	12.3898	11.336	0	-0.0008	-0.0001
Si	8.9141	6.1885	17.3802	-0.0003	-0.0005	-0.0003
Si	15.491	8.9819	15.4553	0.0002	-0.0003	-0.0003
Si	13.6814	1.837	16.6822	0.0001	-0.0006	-0.0009
Si	3.6157	4.42	12.0321	-0.0001	0	0.0003
Si	17.8995	7.3644	15.2083	0.0001	-0.0002	0
Si	9.4252	6.6959	22.4844	0.0005	-0.0007	0.0004
Si	4.1511	6.9827	22.6162	-0.0005	0.0004	0.0004
Si	0.4295	0.3895	9.6876	0.0002	-0.001	-0.0003
Si	8.5767	6.9979	10.0772	-0.0031	0.001	-0.0012
Si	-0.0836	8.3407	16.7137	0.0002	-0.0004	-0.0004
Si	-6.0233	18.1938	12.9539	0	-0.0004	0.0002
Si	2.673	14.7298	19.0949	0.0002	-0.0005	-0.0004
Si	5.7099	7.7693	9.982	0.0011	0.0006	-0.0003
Si	11.4334	2.1551	20.4664	0.0015	-0.0012	0.0007
Si	9.8837	14.8201	13.8804	-0.0001	-0.0006	0.0002
Si	12.7734	14.4184	14.3822	0.0001	-0.0005	-0.0003
Si	-1.6121	4.0098	10.9815	-0.0002	0.0002	0.0004
O	4.1117	8.2661	14.0152	0.0001	-0.0007	-0.0003
O	1.7027	9.4465	21.4531	0.0003	0.0003	-0.0015
O	9.041	0.3995	21.5742	0	-0.0001	-0.0005
O	8.4938	5.8611	21.4061	-0.0005	-0.0004	-0.0012
O	6.2637	17.707	13.8133	0	-0.0001	-0.0003
O	10.6407	2.5088	21.8583	-0.0003	-0.0012	-0.0011
O	10.3218	5.6674	23.3939	-0.0006	0.0003	-0.0014
O	1.3336	-3.5107	19.897	-0.0002	-0.0004	-0.0008
O	9.0704	5.4705	10.3275	-0.0008	-0.0002	0.0004
O	1.3048	14.4084	19.9612	-0.0003	-0.0011	-0.0003
O	10.8353	14.6289	10.5762	-0.0001	-0.0002	0.0001
O	5.2268	8.07	11.5378	0	-0.0007	-0.0001
O	2.9203	10.1782	19.181	-0.0002	-0.0005	-0.0002
O	-4.3403	12.75	15.4605	0.0005	-0.0008	-0.0006
O	0.4291	3.2262	13.5697	0.0002	-0.0006	-0.0005
O	14.0747	3.744	13.4423	-0.0001	-0.0008	0
O	5.9164	9.6329	19.7907	0.0001	-0.0001	-0.0009
O	10.7238	10.4008	10.8538	-0.0006	-0.0009	0.0004
O	14.3393	20.1066	16.612	0	-0.0002	-0.0001
O	4.1129	14.198	19.6655	0	-0.0004	-0.0005
O	14.9747	5.9522	12.4509	0	-0.0005	-0.0004
O	6.2255	10.9433	17.4903	0	-0.0001	0
O	8.9815	13.8027	14.7938	-0.0006	-0.0013	-0.0006
O	8.1728	10.8642	11.1349	0	-0.0004	-0.0002
O	4.3482	12.5767	16.6861	-0.0002	-0.0008	-0.0004
O	9.5932	7.6916	17.5592	0.0002	-0.0004	-0.0003
O	11.9366	-1.8764	17.6778	-0.0002	-0.0004	-0.0006
O	13.6762	5.414	18.973	-0.0001	-0.0004	-0.0004
O	8.5463	22.1081	14.9244	-0.0001	-0.0014	-0.0012
O	7.4448	12.633	12.9414	0.0002	-0.001	-0.0001
O	10.1958	12	8.7672	0.0012	-0.0006	0.0018
O	12.3335	12.5054	10.3249	0	0	-0.0001
O	10.458	9.6371	19.9969	0	-0.0006	-0.0006
O	8.2892	5.5613	18.7393	-0.0003	-0.0002	0.0001
O	10.4761	7.7233	21.7762	0	-0.0001	-0.0014
O	14.9738	7.6881	19.4544	-0.0002	-0.0006	-0.0005
O	10.2001	5.2073	17.0282	0.0002	-0.0003	-0.0004
O	6.1756	12.5068	10.5543	0.0001	-0.0002	-0.0004
O	1.6313	11.9827	20.7153	-0.0015	0	0
O	1.9848	11.4134	17.1181	0	-0.0005	-0.0003
O	7.7634	6.2981	16.1798	0	-0.0004	-0.0003
O	1.5708	4.7054	15.4584	-0.0001	-0.0004	-0.0003
O	6.1798	12.453	19.6718	0	-0.0002	-0.0004
O	9.6791	9.6918	13.084	-0.0007	0.0003	-0.0007
O	2.181	13.0719	15.1982	0.0002	-0.0005	-0.0001
O	3.2107	6.2323	21.4908	-0.0001	-0.0003	-0.0008
O	9.0088	8.2486	11.047	-0.0001	-0.0017	-0.0019
O	5.2128	2.5026	21.8981	-0.0004	-0.0001	-0.0013
O	16.6718	8.024	16.0818	0.0004	-0.0006	-0.0003
O	6.9741	6.7656	10.1145	0.0058	0.0013	-0.0006
O	10.155	16.3007	14.5005	0.0001	-0.0007	-0.0002
O	-0.5949	1.3934	19.4814	0.0001	-0.0007	-0.0004
O	-2.956	8.5437	14.7497	0.0015	0.0007	-0.0007
O	6.5223	6.9563	19.9795	0.0002	-0.001	-0.0007
O	9.0539	4.2189	12.5554	0.0002	-0.001	-0.0019
O	6.2544	3.8647	8.9847	-0.0008	-0.0008	0.0031
O	13.3552	14.0269	17.6576	0	-0.0004	-0.0003
O	5.0875	8.0942	21.8493	0	-0.0004	-0.0011
O	5.1386	10.4914	15.1391	0	-0.0001	-0.0001
O	-11.5483	9.4365	15.6439	0.0001	-0.0008	0.0002
O	2.3519	15.114	11.032	0	0	-0.0001
O	6.587	15.1418	20.2979	0	-0.0005	-0.0007
O	8.2067	10.7601	19.145	0.0004	-0.0007	-0.0001
O	0.6864	18.0836	15.8941	-0.0004	-0.0004	0

Results
free energy: -133962.663 eV
free energy less fixed offsets of O -568.88, Si -635.61 eV per atom: -0.703 eV

The program warned: the cutoff lies below the one the program advises for these potential files; the forces do not sum to zero within the program's tolerance; the exchange-correlation potential is rough where the density is thin.
